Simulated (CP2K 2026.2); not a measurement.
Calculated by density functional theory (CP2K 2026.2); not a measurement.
Periodic cell of 534 atoms, Si358O176, from a study of silicon, its oxide and their interface. The atomic structure is a simulated model.
Doubt: the forces sum to 3.32 eV/angstrom along one axis rather than to zero, so they err by at least 0.0062 eV/angstrom per atom on average; the grid cutoff is modest.

Settings
functional: PBE
method: Gaussian and plane waves
basis set: DZVP-MOLOPT-SR-GTH
pseudopotentials: GTH-PBE
grid cutoff: 350 Ry, relative cutoff 50 Ry
k points: Gamma only
occupations: fixed
spin: none
net charge: 0

Cell vectors (angstrom)
a 16.32 0 0
b 0 16.32 0
c 0.6796 -0.1665 35.1622

Atoms and the computed forces on them: element, x, y, z (angstrom), force x, y, z (eV/angstrom)
Si 16.255 15.847 33.675 -0.244 0.123 0.74
Si 2.67 2.565 35.029 0.207 -0.076 0.667
Si 0.145 5.346 0.143 0.002 0.018 0.417
Si 3.298 8.645 35.086 -0.048 -0.347 0.68
Si 0.421 10.92 0.411 -0.069 -0.135 0.429
Si 3.226 13.19 0.137 -0.078 0.308 0.728
Si 5.631 0.231 0.016 -0.095 -0.138 0.675
Si 8.241 2.869 0.447 0.009 -0.001 0.527
Si 6.577 4.792 35.128 -0.174 0.085 0.534
Si 9.478 7.265 35.156 -0.067 0.396 0.622
Si 5.528 11.053 0.114 0.098 -0.205 0.721
Si 9.228 12.87 35.08 -0.568 0.605 0.54
Si 10.995 0.444 34.949 0.176 -0.299 0.661
Si 13.69 2.936 34.808 0.475 -0.217 0.755
Si 11.143 5.392 0.418 0.165 -0.075 0.641
Si 15.145 7.608 35.037 -0.114 0.014 0.667
Si 11.882 11.077 35.123 0.382 -0.425 0.503
Si 15.139 13.361 0.841 -0.091 0.492 0.173
Si 1.081 1.084 1.421 0.056 -0.059 -0.14
Si 4.058 3.825 1.049 -0.091 -0.044 0.062
Si 1.658 6.858 1.151 0.02 0.046 -0.068
Si 4.312 9.504 1.398 0.05 -0.044 -0.088
Si 1.845 12.132 1.708 0.015 0.101 -0.007
Si 4.237 15.021 1.227 0.032 -0.006 -0.072
Si 6.931 1.34 1.579 0.001 0.005 -0.024
Si 9.717 4.101 1.715 0.014 0.016 -0.005
Si 7.017 6.594 1.336 -0.052 0.052 0.008
Si 9.888 9.393 1.024 -0.003 0.057 0.052
Si 7.023 12.177 1.455 0.041 0.018 -0.064
Si 9.539 15.012 0.987 0.033 -0.089 -0.006
Si 12.144 1.452 1.097 0.071 -0.053 -0.033
Si 14.892 3.956 1.158 -0.027 -0.056 -0.055
Si 12.696 6.838 1.307 0.009 0.057 -0.069
Si 15.283 9.407 1.414 -0.058 -0.046 -0.102
Si 12.853 12.379 1.312 0.012 -0.007 0.069
Si 15.531 15.795 0.805 -0.071 0.019 0.056
Si 16.279 2.691 2.664 0.01 0.096 -0.023
Si 2.767 16.241 2.624 0.068 0.112 0.022
Si 0.331 8.059 2.725 0.042 -0.009 0.027
Si 2.977 5.4 2.492 -0.074 -0.031 -0.037
Si 0.193 13.329 2.789 -0.057 -0.097 0.083
Si 3.133 10.745 2.969 -0.024 -0.029 0.001
Si 5.393 2.664 2.689 0.017 0.063 0.055
Si 8.349 16.192 2.688 0.001 -0.022 0.027
Si 5.684 8.046 2.624 -0.006 0.007 -0.019
Si 8.264 5.411 2.91 -0.003 0.01 0.012
Si 5.64 13.651 2.669 -0.04 0.031 0.009
Si 8.477 10.698 2.553 0.024 0.017 0.018
Si 11.067 2.624 2.823 0.031 0.022 0.045
Si 13.756 0.122 2.337 -0.058 0.019 -0.038
Si 11.161 8.127 2.581 -0.004 0.001 0.014
Si 13.826 5.364 2.711 0.04 -0.008 0.01
Si 11.135 13.684 2.42 -0.055 0.013 -0.02
Si 13.826 10.746 2.719 0.009 0.007 -0.001
Si 1.509 4.068 3.881 0.048 0.008 -0.042
Si 4.133 1.257 4.044 -0.008 -0.063 0.025
Si 1.627 9.4 4.153 0.011 -0.034 0.005
Si 4.308 6.683 3.982 0.014 0.007 0.004
Si 1.452 14.891 4.025 -0.031 0.022 -0.033
Si 4.392 12.267 4.144 -0.008 0.055 0.006
Si 6.861 3.962 4.085 -0.027 -0.085 -0.003
Si 9.712 1.212 4.077 0.004 -0.018 0.008
Si 7.059 9.437 3.975 0.012 0.02 -0.009
Si 9.755 6.809 4.041 0.013 0.011 0.001
Si 7.002 14.9 4.082 -0.013 0.003 0.04
Si 9.81 12.197 3.843 0.002 0.044 -0.033
Si 12.446 4.035 4.093 -0.018 0.005 -0.025
Si 14.986 1.338 4.01 -0.036 -0.059 -0.002
Si 12.421 9.445 4.048 -0.014 0.001 0.045
Si 15.234 6.702 4.049 -0.032 0.014 -0.021
Si 12.502 14.969 3.83 0.079 0.021 0.02
Si 15.189 12.02 4.159 0.046 -0.094 0.074
Si 16.527 16.249 10.833 0 0.018 0.002
Si 2.938 2.64 10.854 0.007 0.003 0.004
Si 16.52 5.354 10.878 -0.009 -0.02 0.006
Si 2.928 8.086 10.869 -0.018 0.003 0.006
Si 16.513 10.811 10.809 -0.011 0.021 -0.005
Si 2.928 13.533 10.784 0.011 0.007 -0.014
Si 5.643 16.259 10.807 -0.015 0.012 -0.006
Si 8.346 2.655 10.808 -0.027 -0.001 -0.009
Si 5.65 5.373 10.849 0.003 0.006 0.005
Si 8.366 8.069 10.841 0.001 0.002 0.005
Si 5.65 10.804 10.856 0.003 -0.001 0.009
Si 8.366 13.535 10.843 0.015 -0.029 0.005
Si 11.076 16.259 10.844 -0.009 -0.001 0.008
Si 13.789 2.653 10.843 -0.006 -0.005 0
Si 11.068 5.381 10.817 0.003 0.014 -0.013
Si 13.787 8.092 10.823 0.019 -0.008 -0.008
Si 11.077 10.798 10.841 0.007 0.009 0.004
Si 13.806 13.523 10.832 0.003 -0.022 0
Si 1.584 1.272 12.198 0.004 0.004 0.001
Si 4.302 4.005 12.21 -0.004 0.003 -0.002
Si 1.566 6.718 12.234 -0.011 -0.009 0.013
Si 4.293 9.447 12.236 0.017 0.016 0.017
Si 1.566 12.178 12.146 -0.007 -0.013 -0.016
Si 4.282 14.888 12.152 -0.013 -0.026 -0.005
Si 6.996 1.309 12.177 0.021 0.009 0.001
Si 9.696 4.026 12.175 0.005 -0.012 -0.007
Si 7.015 6.715 12.224 -0.01 -0.015 -0.002
Si 9.71 9.437 12.199 0.006 0.001 -0.004
Si 7.014 12.167 12.208 0 0.015 0.012
Si 9.724 14.892 12.209 -0.009 0.017 0.006
Si 12.428 1.31 12.212 0.025 0.013 0.008
Si 15.153 3.993 12.227 0.01 0.008 0.01
Si 12.425 6.732 12.186 -0.006 0.001 -0.003
Si 15.143 9.456 12.174 -0.004 -0.005 0
Si 12.441 12.157 12.182 -0.01 -0.018 -0.003
Si 15.17 14.89 12.186 0.01 0.002 0.004
Si 16.555 2.63 13.557 0.004 -0.019 0.001
Si 2.951 16.23 13.551 0.023 -0.004 0
Si 16.482 8.096 13.543 -0.001 0.003 -0.003
Si 2.952 5.351 13.584 0.007 -0.005 -0.001
Si 16.559 13.537 13.526 -0.006 -0.013 0.003
Si 2.898 10.838 13.542 -0.028 0.021 0.01
Si 5.678 2.668 13.58 -0.016 0.009 0.006
Si 8.352 -0.043 13.538 -0.002 -0.005 0.002
Si 5.671 8.077 13.596 0.004 -0.015 0.005
Si 8.356 5.342 13.602 -0.009 0.017 0.001
Si 5.637 13.549 13.525 0.008 -0.005 -0.007
Si 8.359 10.791 13.574 0.009 -0.018 0.012
Si 11.05 2.694 13.552 -0.017 0.019 -0.001
Si 13.81 16.254 13.541 -0.023 0.03 0.002
Si 11.055 8.072 13.559 -0.004 -0.007 0.006
Si 13.769 5.369 13.558 0.017 -0.01 0
Si 11.094 13.507 13.55 0.003 -0.016 0
Si 13.767 10.788 13.552 -0.002 0.024 0
Si 1.596 3.977 14.935 -0.005 0.012 0.006
Si 4.335 1.27 14.896 -0.014 -0.01 -0.014
Si 1.531 9.457 14.881 -0.019 0.002 0.002
Si 4.336 6.685 14.956 0.003 -0.026 -0.008
Si 1.606 14.872 14.928 0.003 0.004 0.017
Si 4.266 12.214 14.887 0.003 0.021 -0.014
Si 7.028 3.987 15.02 0 -0.021 0.024
Si 9.705 1.32 14.903 -0.041 0.018 -0.016
Si 7.025 9.436 14.979 0.004 0.032 0.007
Si 9.71 6.719 14.949 0.021 -0.014 0.001
Si 6.978 14.929 14.885 0.005 0.006 -0.012
Si 9.726 12.155 14.92 0.037 0.006 -0.009
Si 12.391 4.048 14.943 0.006 0.024 0.004
Si 15.208 1.26 14.904 0.007 -0.026 -0.022
Si 12.373 9.443 14.929 0.01 -0.007 0.016
Si 15.097 6.757 14.91 -0.007 0.008 -0.018
Si 12.452 14.885 14.89 0.012 -0.01 -0.004
Si 15.164 12.175 14.831 0.003 -0.015 -0.013
Si 16.56 16.208 16.297 0 0.022 -0.02
Si 2.992 2.582 16.271 0.013 0.002 -0.004
Si 16.503 5.39 16.19 0.022 -0.028 -0.016
Si 2.919 8.079 16.191 -0.007 -0.007 -0.017
Si 16.465 10.824 16.214 -0.02 0.021 0.026
Si 3.008 13.592 16.34 -0.004 -0.009 0.062
Si 5.699 -0.017 16.323 0.018 -0.02 0.013
Si 8.393 2.597 16.395 -0.014 -0.02 -0.016
Si 5.696 5.365 16.414 -0.013 0.05 0.034
Si 8.407 8.07 16.363 -0.031 -0.005 0.009
Si 5.583 10.829 16.226 0.035 -0.014 0.004
Si 8.337 13.557 16.186 -0.023 0.012 -0.016
Si 11.049 16.243 16.201 0.025 0.014 0
Si 13.793 2.622 16.174 -0.008 0.017 -0.009
Si 11.05 5.42 16.379 0.013 -0.007 0.011
Si 13.68 8.07 16.309 0.01 -0.038 0.01
Si 11.039 10.796 16.343 -0.019 -0.007 0.017
Si 13.879 13.552 16.214 -0.014 0.048 -0.02
Si 1.629 1.238 17.636 -0.002 -0.038 -0.015
Si 4.367 3.857 17.689 0.023 -0.05 -0.047
Si 1.563 6.729 17.53 -0.029 0.018 -0.034
Si 4.252 9.415 17.564 -0.025 0.002 -0.004
Si 1.586 12.134 17.526 0.019 -0.002 -0.07
Si 4.354 15.064 17.768 -0.031 0.034 0.001
Si 7.087 1.199 17.827 0.031 -0.017 -0.017
Si 9.798 3.938 17.724 0.011 0.007 0.007
Si 7.109 6.733 17.809 0.028 -0.049 -0.012
Si 9.67 9.465 17.807 0.017 -0.026 -0.015
Si 6.911 12.268 17.508 -0.014 0.019 -0.039
Si 9.628 14.942 17.556 -0.042 0.007 -0.046
Si 12.532 1.159 17.51 0.016 -0.017 -0.041
Si 15.071 4.069 17.481 -0.038 0.01 -0.046
Si 12.277 6.864 17.836 -0.009 0.05 0.016
Si 15.028 9.5 17.559 0.017 -0.014 -0.052
Si 12.485 12.234 17.528 -0.008 0.015 0.014
Si 15.269 14.793 17.678 -0.007 -0.042 -0.009
Si 16.455 2.651 18.717 -0.001 -0.034 0.034
Si 2.973 0.083 19.238 -0.005 0.007 0.04
Si 16.445 8.128 18.786 0.019 0.018 0.062
Si 2.863 5.235 18.835 -0.033 0.015 0.002
Si 0.419 13.477 19.018 0.008 0.023 0.045
Si 2.841 10.724 18.896 -0.027 -0.018 0.075
Si 5.812 2.598 19.211 -0.011 0.048 0.091
Si 8.379 16.074 19.244 -0.029 0.008 0.072
Si 5.615 8.194 19.031 0.072 -0.003 0.018
Si 8.525 5.27 19.183 -0.057 0.045 0.014
Si 5.737 13.625 19.035 0.017 0.031 0.06
Si 8.095 10.87 18.907 -0.063 -0.029 0.037
Si 11.237 2.482 18.9 -0.012 -0.007 0.049
Si 13.807 16.086 18.958 -0.02 -0.01 0.041
Si 11.045 8.339 19.447 0.033 0.06 0.03
Si 13.693 5.359 18.946 -0.009 -0.014 0.061
Si 11.017 13.567 18.759 0.029 0.003 0.012
Si 13.79 10.949 18.98 0.05 -0.051 0.094
Si 1.075 4.278 20.063 0.345 -0.172 -0.672
Si 4.245 1.659 20.681 0.023 -0.106 -0.727
Si 1.314 9.49 20.24 0.116 -0.025 -0.596
Si 4.536 6.347 19.973 -0.047 0.154 -0.804
Si 2.045 14.532 20.425 -0.07 0.155 -0.766
Si 4.167 12.256 20.031 -0.063 0.043 -0.489
Si 6.909 4.223 20.615 0.413 -0.359 -0.542
Si 10.154 0.914 20.246 -0.14 -0.049 -0.756
Si 6.362 10.092 20.364 0.085 -0.218 -0.781
Si 9.563 6.834 20.578 0.314 0.047 -0.715
Si 7.366 14.342 20.722 -0.224 0.321 -0.705
Si 9.545 12.271 19.999 -0.047 0.058 -0.573
Si 12.847 3.558 20.212 -0.151 0.178 -0.819
Si 15.062 1.384 20.056 -0.011 -0.106 -0.7
Si 12.05 10.484 20.577 0.28 -0.582 -0.664
Si 15.242 6.65 20.099 -0.313 0.128 -0.628
Si 12.197 14.902 20.254 0.166 -0.065 -0.662
Si 15.596 11.858 20.244 -0.098 0.054 -0.733
Si 1.964 1.081 24.663 -0.061 -0.044 -0.144
Si 4.114 3.713 22.978 -0.018 0.002 -0.319
Si 0.455 0.01 22.404 0.069 -0.004 -0.197
Si 1.935 7.635 22.781 0.255 -0.098 -0.223
Si 13.495 12.668 22.156 -0.134 -0.102 -0.227
Si 9.522 15.45 24.612 0.044 0.098 -0.055
Si 7.784 3.979 23.779 -0.151 0.005 -0.231
Si 4.565 6.661 22.815 -0.01 0.015 0.098
Si 5.06 12.876 25.875 -0.027 0.099 -0.064
Si 7.321 8.191 22.285 -0.137 -0.068 -0.196
Si 6.579 14.859 23.863 0.016 -0.099 -0.355
Si 9.909 1.789 23.071 -0.029 0.074 -0.086
Si 11.219 6.3 23.228 0.023 -0.038 -0.245
Si 12.305 3.567 23.212 -0.003 0.036 -0.159
Si 14.537 9.278 25.228 0.1 -0.055 0.01
Si 12.804 8.813 27.846 0.001 0.029 -0.024
Si 13.604 12.059 25.041 0.147 0.166 -0.157
Si 16.081 13.077 26.628 -0.009 -0.018 0.044
Si 4.704 0.902 23.562 -0.064 0.094 -0.221
Si 3.003 4.939 30.759 0.083 -0.027 -0.084
Si 5.761 9.719 29.846 -0.049 -0.017 0.184
Si 1.184 9.01 25.215 -0.034 0.084 -0.047
Si 2.611 12.392 27.454 -0.038 0.116 -0.058
Si 3.525 2.202 30.891 0.003 -0.181 0.042
Si 9.663 12.905 28.347 0.059 -0.041 0.106
Si 7.74 6.669 27.285 -0.017 -0.071 -0.031
Si 8.781 6.965 24.445 0.006 -0.223 -0.106
Si 3.821 10.268 26.072 -0.003 -0.122 -0.031
Si 6.674 12.344 28.504 0.079 0.015 -0.011
Si 7.079 3.711 26.848 -0.04 -0.046 -0.262
Si 11.18 2.837 30.304 -0.085 0.018 0.096
Si 11.355 16.12 26.828 -0.074 0 -0.166
Si 1.575 9.369 31.059 -0.021 0.105 0.053
Si 16.063 15.534 25.107 0.003 0.204 -0.176
Si 15.165 13.349 29.438 0.037 -0.039 0.054
Si 14.092 0.763 26.749 0.012 0.028 0.047
Si 11.63 5.897 30.856 -0.088 0.024 0.011
Si 8.598 2.274 29.005 -0.087 -0.058 0.076
Si 14.222 14.634 31.952 -0.019 0.001 0.181
Si 14.099 7.146 22.968 -0.062 -0.006 -0.205
Si 1.26 4.544 22.955 -0.079 0.168 -0.177
Si 7.933 11.171 32.803 -0.003 0.123 0.313
Si 9.18 6.452 32.294 -0.071 -0.122 0.14
Si 7.509 3.97 31.459 0.057 -0.009 0.077
Si 14.864 4.398 24.359 -0.024 0.031 -0.061
Si 8.627 8.977 30.808 -0.011 0.129 0.29
Si 4.828 7.884 27.629 -0.022 0.118 -0.057
Si 15.24 3.421 27.037 -0.143 0.079 0.012
Si 10.252 7.767 28.815 0.029 0.081 0.003
Si 14.195 7.35 30.245 0.033 0.099 0.067
Si 11.111 13.457 25.841 0.038 0.03 -0.128
Si 1.707 12.447 30.327 -0.037 0.032 0.164
Si 14.439 1.267 32.248 -0.003 -0.013 0.203
Si 4.329 3.548 28.514 0.16 0.054 0.178
Si 4.379 8.615 32.145 0.048 0.042 0.162
Si 1.913 3.593 26.561 0.001 0.04 -0.129
Si 2.696 0.289 32.74 -0.062 0.138 0.229
Si 3.544 13.871 32.453 0.01 0.082 0.079
Si 5.373 5.773 32.262 0.104 -0.06 0.225
Si 9.874 15.861 29.374 -0.094 -0.01 0.086
Si 0.813 6.841 29.682 0.09 0.136 0.03
Si 5.945 1.774 32.708 -0.002 -0.109 0.093
Si 7.468 15.757 32.554 -0.091 -0.028 0.117
Si 6.411 13.28 31.222 -0.1 0.123 0.218
Si 2.106 6.518 26.961 0.06 0.001 -0.076
Si 14.03 2.044 29.346 0.164 0.03 0.05
Si 13.125 11.68 32.318 0.068 0.088 0.155
Si 15.104 9.376 32.39 -0.009 -0.09 0.198
Si 10.386 0.437 32.087 0.073 -0.047 0.166
Si 12.461 11.599 29.374 -0.022 0.114 0.052
O 1.468 15.694 33.216 0.292 -0.48 0.078
O 13.63 16.163 32.086 -0.682 0.078 -0.116
O 2.845 1.57 33.734 0.259 -0.187 -0.105
O 2.674 0.869 31.22 -0.511 -0.158 -0.665
O 16.154 6.36 34.565 -0.175 0.131 -0.514
O 1.78 3.927 34.623 -0.091 -0.08 -0.046
O 1.795 5.983 30.638 -0.222 0.009 0.469
O 4.256 8.623 33.759 0.3 -0.214 0.001
O 16.504 12.042 34.967 -0.221 0.029 -0.28
O 2.096 9.727 34.703 0.038 -0.093 -0.213
O 3.121 13.29 33.904 -0.546 -0.307 -0.021
O 3.846 15.465 32.694 0.753 0.293 0.064
O 7.104 15.418 34.109 0.462 -0.755 0.022
O 5.7 1.314 34.262 -0.481 0.303 0.206
O 9.916 1.691 34.752 0.195 0.154 -0.607
O 7.869 3.77 34.894 0.216 -0.101 -0.252
O 4.63 2.407 32.063 -0.217 0.28 0.39
O 5.993 5.472 33.738 0.113 -0.028 0.094
O 8.705 4.911 32.034 0.247 -0.204 -0.006
O 8.768 7.166 33.69 -0.481 0.058 -0.304
O 6.983 10.424 33.902 -0.024 -0.499 -0.185
O 5.082 11.987 34.833 0.186 0.07 -0.622
O 7.454 14.403 31.726 0.444 -0.256 -0.116
O 8.768 12.357 33.572 0.156 -0.015 -0.388
O 11.3 0.066 33.378 0.336 -0.141 -0.254
O 10.586 15.754 30.831 0.426 -0.518 0.054
O 13.764 2.335 33.272 -0.367 0.055 -0.395
O 12.475 2.149 29.679 -0.187 -0.187 0.061
O 10.718 6.218 34.9 -0.232 -0.046 -0.402
O 12.639 4.185 34.594 0.066 -0.062 -0.418
O 14.749 8.48 33.706 -0.254 0.282 -0.267
O 14.545 10.899 32.486 0.543 0.276 0.193
O 9.959 12.268 0.15 0.147 -0.078 0.407
O 12.2 11.128 33.527 -0.078 0.001 -0.492
O 15.441 14.6 33.022 -0.005 -0.513 0.245
O 15.712 13.858 28.005 0.022 0.589 0.004
O 3.446 0.45 24.471 0.086 -0.303 0.24
O 1.189 3.708 21.574 -0.074 -0.444 0.129
O 9.665 0.241 23.458 -0.216 -0.314 -0.159
O 3.921 3.121 21.448 -0.384 0.478 -0.146
O 1.936 8.521 21.403 0.35 -0.18 0.017
O 16.576 10.64 20.781 -0.147 -0.059 0.264
O 3.803 6.638 21.39 -0.57 -0.055 -0.09
O 4.684 8.947 26.406 0.229 0.061 -0.521
O 16.489 14.027 25.404 0.141 -0.356 -0.354
O 1.374 15.135 21.793 -0.205 -0.363 0.566
O 5.198 11.186 20.798 -0.035 0.039 0.495
O 3.158 13.35 20.821 -0.052 -0.178 0.492
O 5.767 5.386 20.492 -0.156 0.168 -0.057
O 2.009 2.498 25.394 0.25 0.344 0.06
O 9.62 1.844 21.482 -0.57 0.491 -0.106
O 8.944 2.85 23.799 0.238 0.061 0.642
O 6.969 9.686 21.82 0.128 0.204 0.337
O 5.961 7.439 22.737 0.071 0.189 0.396
O 10.294 6.189 21.891 -0.191 -0.427 0.115
O 8.126 7.492 21.061 -0.262 -0.115 -0.159
O 6.765 14.572 22.247 -0.172 0.17 0.174
O 8.014 14.886 24.602 0.119 -0.242 0.473
O 10.516 14.158 24.489 0.021 -0.236 -0.388
O 10.594 11.239 20.738 -0.154 -0.378 0.473
O 11.602 4.866 23.881 -0.205 0.036 0.78
O 12.308 4.037 21.66 -0.169 0.574 0.046
O 14.024 2.501 20.646 -0.123 0.112 0.503
O 14.754 15.831 25.997 -0.212 -0.281 0.228
O 12.493 7.19 22.802 -0.039 0.493 -0.412
O 12.792 11.202 21.887 0.1 -0.134 0.451
O 16.368 5.51 20.329 0.15 0.077 -0.189
O 14.776 7.346 21.512 0.051 0.587 0.267
O 12.718 13.919 21.458 0.208 0.101 0.169
O 11.218 16.101 20.83 -0.183 0.188 0.46
O 13.653 13 23.726 -0.147 0.306 0.329
O 14.997 12.596 21.565 0.406 0.256 0.303
O 1.364 1.139 23.144 0.285 0.617 -0.34
O 1.099 12.203 26.877 0.061 -0.515 0.119
O 4.54 0.653 21.951 -0.055 -0.489 0.147
O 4.858 2.513 23.779 0.506 0.247 0.469
O 15.596 6.567 30.079 0.072 -0.436 -0.092
O 15.781 15.72 23.526 -0.687 -0.368 0.068
O 0.978 8.538 23.699 -0.576 0.356 -0.061
O 3.987 4.859 29.445 -0.007 0.662 -0.158
O 13.829 10.555 24.564 -0.295 -0.101 -0.552
O 11.276 8.28 27.668 -0.336 0.042 -0.279
O 5.976 0.04 24.02 0.388 0.43 0.074
O 1.001 0.136 25.54 0.157 -0.039 0.66
O 7.145 3.873 22.235 -0.049 0.074 0.336
O 6.998 3.665 25.206 -0.235 -0.109 0.075
O 3.378 7.465 23.594 0.006 0.148 0.466
O 4.904 5.124 23.232 0.384 -0.115 0.217
O 13.608 7.816 28.826 0.167 -0.208 -0.198
O 8.297 8.205 23.538 0.097 0.64 0.481
O 4.767 11.363 25.324 0.046 -0.279 -0.64
O 2.464 10.001 25.226 -0.217 0.202 -0.283
O 5.602 13.808 24.647 -0.381 -0.062 -0.186
O 9.971 -0.098 25.979 -0.4 0.316 0.3
O 8.612 13.272 20.939 0.17 -0.16 0.268
O 11.435 2.221 23.398 0.205 -0.51 0.178
O 13.771 3.31 23.845 0.216 -0.693 -0.047
O 15.909 0.698 21.253 -0.037 -0.213 0.253
O 12.513 0.826 26.378 -0.325 0.211 -0.4
O 8.297 5.511 23.891 -0.18 -0.038 0.145
O 14.575 8.215 24.038 0.256 0.119 -0.029
O 10.39 7.022 24.411 0.438 0.354 0.674
O 13.616 8.798 26.458 -0.348 -0.203 0.047
O 8.152 7.265 25.863 -0.185 0.607 -0.165
O 14.731 12.32 26.167 -0.15 -0.261 0.413
O 11.04 12.301 28.98 -0.079 -0.111 0.289
O 14.506 3.358 28.488 -0.296 0.395 0.095
O 14.806 4.586 25.981 -0.252 0.401 0.335
O 4.383 2.252 29.513 0.495 -0.556 -0.016
O 16.385 4.052 23.928 0.033 -0.347 0.068
O 1.092 8.441 29.812 -0.219 0.274 -0.684
O 2.848 8.581 31.654 -0.375 -0.123 -0.117
O 5.102 9.834 31.341 0.081 0.433 0.128
O 1.263 6.151 22.703 -0.138 0.11 -0.234
O 16.067 9.599 25.695 -0.006 0.187 0.209
O 2.339 13.418 31.466 -0.456 0.255 -0.043
O 3.621 13.333 26.555 -0.122 0.419 -0.078
O 1.543 7.729 26.101 -0.291 -0.214 0.159
O 16.816 3.47 27.313 0.147 -0.157 0.602
O 2.672 4.09 23.562 -0.086 -0.14 0.514
O 5.616 3.71 27.559 -0.044 -0.048 -0.101
O 7.936 2.498 27.536 -0.04 -0.337 -0.509
O 9.95 8.995 29.855 0.315 0.474 0.135
O 6.215 7.082 27.554 -0.01 -0.063 -0.035
O 13.167 6.348 30.977 0.277 -0.357 0.234
O 8.462 7.423 31.237 -0.469 -0.238 -0.44
O 6.205 12.835 27.036 0.391 0.177 -0.035
O 7.302 9.289 29.966 -0.005 0.004 -0.164
O 5.806 11.05 28.938 -0.17 0.077 -0.377
O 9.862 12.974 26.741 -0.392 -0.395 -0.514
O 11.012 0.064 28.364 0.34 0.168 0.34
O 8.687 0.674 29.357 -0.425 -0.136 0.1
O 14.861 2.072 26.218 0.273 0.082 -0.796
O 3.295 10.922 27.465 0.059 -0.297 0.492
O 7.845 5.065 27.28 0.321 -0.146 -0.015
O 8.813 7.278 28.3 -0.318 -0.187 0.312
O 1.982 10.873 30.632 0.179 -0.038 -0.13
O 14.391 8.683 31.128 -0.506 0.379 -0.39
O 16.411 12.579 30.163 -0.282 -0.072 0.113
O 11.928 14.61 26.65 0.357 -0.254 0.109
O 14.75 14.555 30.428 0.224 0.52 -0.47
O 2.472 12.907 28.973 0.304 0.384 0.027
O 10.959 6.498 29.521 -0.226 -0.393 -0.173
O 14.272 0.756 28.372 0.096 -0.545 0.298
O 5.334 7.336 31.862 0.392 0.139 -0.398
O 16.704 9.426 32.163 0.063 0.294 0.464
O 15.838 0.93 32.978 0.478 0.674 -0.335
O 2.109 5.143 26.1 0.282 0.139 -0.295
O 13.32 13.316 32.31 -0.369 0.079 0.209
O 14.755 1.896 30.788 0.511 0.208 -0.262
O 3.589 6.861 27.504 0.199 -0.538 0.377
O 14.5 5.729 23.569 -0.149 0.058 -0.133
O 6.277 4.977 31.183 -0.023 -0.032 -0.436
O 3.068 3.235 27.591 0.004 -0.229 0.089
O 6.302 13.455 29.623 -0.344 0.567 -0.24
O 7.082 11.867 31.62 -0.194 -0.395 -0.244
O 2.46 3.423 30.936 -0.495 -0.08 0.257
O 3.837 5.291 32.107 -0.192 -0.082 0.155
O 7.763 3.128 30.107 -0.287 0.015 -0.128
O 7.109 2.879 32.589 0.196 0.175 0.496
O 8.808 10.02 32.053 0.343 -0.036 0.235
O 4.959 13.323 31.911 -0.014 -0.238 -0.048
O 12.108 12.223 25.626 -0.193 -0.491 0.236
O 4.833 8.645 29.056 -0.471 -0.214 0.285
O 10.092 2.888 29.107 0.156 0.444 -0.575
O 6.37 0.436 31.914 -0.006 -0.016 -0.626
O 10.634 1.952 31.56 0.018 0.567 0.213
O 9.376 14.392 28.941 -0.121 0.051 -0.199
O 12.708 10.298 28.463 0.051 0.302 0.099
O 10.789 6.461 32.118 0.466 0.333 0.288
O 11.552 4.297 30.835 0.255 -0.227 0.426
O 1.078 6.328 28.187 -0.538 -0.323 0.037
O 8.86 0.216 32.549 0.021 0.112 -0.055
O 8.286 12.066 28.57 0.127 -0.37 0.068
O 12.383 11.248 30.953 -0.187 -0.423 -0.062
O 13.811 12.494 29.194 0.072 0.144 -0.346
Si 16.42 16.292 5.343 -0.007 0.01 -0.012
Si 2.811 2.686 5.342 0.009 0.016 -0.025
Si 0.242 5.354 5.406 0.005 -0.003 -0.016
Si 2.985 8.016 5.43 0.008 0.013 0.007
Si 0.242 10.727 5.511 -0.07 -0.007 0.024
Si 2.879 13.558 5.404 -0.016 -0.011 -0.005
Si 5.591 16.263 5.387 -0.008 0.026 0.01
Si 8.306 2.602 5.376 0.001 0.009 0.006
Si 5.599 5.367 5.438 0.002 0.011 0.019
Si 8.384 8.132 5.407 -0.006 0.006 0.002
Si 5.745 10.824 5.4 0.003 -0.008 0
Si 8.418 13.486 5.321 0.027 -0.03 -0.03
Si 11.153 16.221 5.364 0.029 0.004 -0.028
Si 13.759 2.673 5.468 -0.034 0.024 -0.012
Si 11.064 5.396 5.399 -0.029 -0.015 0.04
Si 13.816 8.067 5.371 0.015 -0.021 0.004
Si 11.089 10.872 5.345 -0.049 0.007 0.007
Si 13.797 13.552 5.298 -0.021 -0.03 -0.031
Si 1.488 1.313 6.72 -0.041 0.028 0.002
Si 4.212 3.999 6.749 -0.001 0.014 -0.004
Si 1.59 6.697 6.791 0.022 -0.007 0.002
Si 4.337 9.446 6.735 -0.014 -0.011 -0.014
Si 1.581 12.162 6.79 -0.008 0.006 -0.01
Si 4.257 14.899 6.762 -0.023 0.027 -0.025
Si 6.965 1.275 6.764 0.006 -0.027 -0.004
Si 9.681 4.002 6.717 0.003 0.011 0.004
Si 7.005 6.742 6.746 0.016 -0.018 -0.001
Si 9.732 9.511 6.742 -0.005 0.028 -0.006
Si 7.083 12.168 6.762 0.016 -0.007 0.006
Si 9.761 14.859 6.702 0.02 -0.029 0.004
Si 12.414 1.288 6.785 -0.003 0.002 0.008
Si 15.181 4.012 6.773 0.019 -0.014 0.001
Si 12.451 6.729 6.756 0.006 0.011 -0.022
Si 15.15 9.391 6.803 0.056 -0.006 0.003
Si 12.447 12.213 6.713 0.015 -0.002 -0.015
Si 15.126 14.893 6.718 0.014 0.014 -0.008
Si 0.186 2.648 8.146 0.021 0.012 0.012
Si 2.887 16.281 8.083 0.019 0.001 -0.01
Si 0.213 8.052 8.147 -0.037 -0.025 0.005
Si 2.916 5.348 8.167 -0.019 0.002 0.013
Si 0.184 13.541 8.089 -0.003 -0.009 -0.005
Si 2.958 10.79 8.114 0.002 -0.003 -0.002
Si 5.61 2.656 8.099 0 0.004 -0.003
Si 8.372 16.222 8.072 0.001 0.021 -0.01
Si 5.659 8.092 8.129 0.01 0.029 -0.007
Si 8.351 5.37 8.097 -0.009 -0.01 0.007
Si 5.661 13.526 8.087 -0.012 -0.026 -0.019
Si 8.387 10.815 8.155 0.012 0.022 0.013
Si 11.044 2.655 8.109 -0.007 -0.011 0.003
Si 13.792 16.245 8.12 0.003 0 0
Si 11.084 8.115 8.086 0.001 -0.011 -0.018
Si 13.807 5.37 8.122 -0.006 -0.007 -0.005
Si 11.09 13.53 8.116 -0.02 -0.014 0.004
Si 13.789 10.822 8.088 0.012 0.006 -0.018
Si 1.554 3.993 9.516 0.001 -0.007 0.017
Si 4.264 1.294 9.458 -0.013 0.013 -0.002
Si 1.579 9.438 9.481 -0.002 0.005 -0.002
Si 4.289 6.733 9.495 0.009 -0.012 -0.004
Si 1.549 14.902 9.444 -0.021 -0.002 -0.004
Si 4.315 12.158 9.462 0 -0.016 0.002
Si 6.982 4.018 9.456 -0.001 0.011 -0.004
Si 9.703 1.277 9.462 0 0.015 0.002
Si 7.012 9.445 9.496 -0.003 -0.005 0.005
Si 9.721 6.74 9.444 -0.004 -0.003 -0.008
Si 7.013 14.885 9.459 0.02 -0.008 0.007
Si 9.739 12.18 9.493 0.002 -0.017 0.02
Si 12.429 4.007 9.467 0.001 0.003 -0.007
Si 15.147 1.284 9.489 0.009 0 0.001
Si 12.434 9.461 9.46 -0.02 0.018 -0.009
Si 15.165 6.707 9.507 0.032 -0.003 0.006
Si 12.438 14.893 9.486 0.003 0.004 0.009
Si 15.154 12.174 9.45 0.005 -0.001 -0.005

Results
total energy: -115451.824 eV
total energy less fixed offsets of O -438.35, Si -107.03 eV per atom: 14.516 eV
